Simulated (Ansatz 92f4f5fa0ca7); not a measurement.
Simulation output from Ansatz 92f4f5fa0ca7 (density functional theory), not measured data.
Periodic cell of 226 atoms, Si133O92P1, from a study of silicon, its oxide and their interface. The atomic structure is a simulated model.
Doubt: the cutoff is far below the 930 eV that the study's wrapper takes by default for these files, so forces and energies are approximate.
This geometry differs little from another in the collection (a relaxation step or a small displacement).

Settings
functional: PBE
potential files: Ansatz PAW
basis: plane waves
wave-function cutoff: 580 eV
density cutoff ratio: 5
exchange-correlation grid ratio: 1
k mesh: 1 x 1 x 1, Gamma-centred
self-consistency stop: 5e-08 eV per atom in the density residual
occupations: fixed
spin: none
net charge: +1 e, with a uniform compensating background and no finite-size correction

Cell vectors (angstrom)
a  10.938  0  0
b  0  10.938  0
c  0  0  31.9494

Atoms: element, x, y, z (angstrom)
Si  10.6253  0.005  24.41
Si  5.0765  0.1236  24.6611
Si  2.8226  2.2911  24.5204
Si  8.5706  2.4407  24.5596
Si  10.7078  5.5859  24.3292
Si  5.1565  5.6194  24.4405
Si  2.9881  7.9588  24.4008
Si  8.4184  7.8301  24.4083
Si  1.2929  1.1319  25.8386
Si  6.8164  1.3318  25.7384
Si  3.9852  4.0118  25.7258
Si  9.6907  4.0251  25.858
Si  1.3383  6.7966  25.6663
Si  6.8026  6.7261  25.7498
Si  4  9.4671  25.9603
Si  9.4827  9.4433  25.7984
Si  2.6343  -0.1295  27.2885
Si  8.1368  -0.0663  27.1408
Si  0.0832  2.6521  27.2111
Si  5.4512  2.7241  27.1065
Si  2.6647  5.4157  27.1025
Si  8.1882  5.3736  27.1315
Si  0.0099  8.1544  27.1265
Si  5.5127  8.1431  27.1793
Si  4.086  1.3278  28.4932
Si  9.5473  1.3153  28.5048
Si  1.3903  4.0675  28.5617
Si  6.8036  4.0638  28.5209
Si  4.0791  6.7804  28.4855
Si  9.5563  6.7867  28.4822
Si  1.2936  9.4821  28.6226
Si  6.8233  9.5405  28.5584
Si  -0.0438  -0.0241  29.9356
Si  5.4493  -0.0125  29.8927
Si  2.7766  2.7123  29.901
Si  8.1866  2.7029  29.8669
Si  -0.0148  5.442  29.8825
Si  5.4495  5.4502  29.8886
Si  2.7377  8.142  29.9076
Si  8.2224  8.1809  29.8822
Si  1.3731  1.3697  31.2485
Si  6.8235  1.3691  31.2516
Si  4.1137  4.0865  31.2888
Si  9.5468  4.0843  31.2414
Si  1.3527  6.8079  31.2665
Si  6.8224  6.8483  31.238
Si  4.0854  9.5613  31.2581
Si  9.549  9.5467  31.3038
Si  2.7426  0.0163  0.6783
Si  8.1923  0.0302  0.68
Si  0.0099  2.7538  0.6645
Si  5.4955  2.7407  0.7106
Si  2.7287  5.4688  0.6854
Si  8.2052  5.496  0.6502
Si  0.027  8.2065  0.7094
Si  5.4774  8.2295  0.6835
Si  4.1058  1.387  2.0641
Si  9.6163  1.374  2.0384
Si  1.3492  4.128  2.0627
Si  6.8446  4.1797  2.0458
Si  4.087  6.8617  2.0314
Si  9.5574  6.8505  2.0609
Si  1.3751  9.6179  2.0618
Si  6.8284  9.6388  2.0472
Si  0.0248  0.0359  3.4669
Si  5.4833  0.0493  3.4528
Si  2.7262  2.7725  3.4047
Si  8.2524  2.7958  3.3439
Si  0.014  5.5217  3.4686
Si  5.4604  5.532  3.4211
Si  2.7317  8.2361  3.4021
Si  8.2372  8.3  3.3822
Si  1.3741  1.458  4.8226
Si  6.9136  1.494  4.7457
Si  4.0634  4.154  4.7604
P  9.5937  4.1064  4.7866
Si  1.3634  6.9672  4.8709
Si  6.8378  6.993  4.6996
Si  4.0976  9.5707  4.7962
Si  9.6163  9.5892  4.8426
Si  2.7592  0.0478  6.1397
Si  8.2876  0.1263  6.0993
Si  0.0194  2.8132  6.2996
Si  5.5072  2.8408  6.0843
Si  2.7796  5.5963  6.1565
Si  8.263  5.6076  5.9556
Si  0.047  8.334  6.3801
Si  5.5164  8.3036  6.2312
Si  4.4222  1.1821  7.3466
Si  9.7877  1.1559  7.6312
Si  1.1914  4.5333  7.5185
Si  6.6439  4.5295  7.2581
Si  4.3458  6.7166  7.5585
Si  9.744  6.6415  7.5116
Si  1.2909  9.9649  7.7172
Si  6.7223  9.9713  7.4283
O  9.58  1.2405  23.9789
O  4.0982  6.8032  23.9406
O  4.0127  1.2357  24.0258
O  9.5348  6.6962  23.8959
O  -0.0167  5.5715  8.0112
O  5.5592  0.1175  7.9218
O  0.083  0.1293  8.127
O  5.5689  5.6274  7.8857
O  7.6534  3.9581  8.3997
O  8.6991  7.0494  8.7299
O  2.1861  9.4662  9.0345
O  8.8969  1.6817  8.9324
O  7.6397  9.4865  8.7056
O  3.5851  1.8183  8.597
O  3.5881  7.2297  8.9439
O  2.0262  3.9795  8.8184
O  8.1419  3.5  23.368
O  0.4503  4.9304  22.9558
O  1.8988  2.7402  23.2424
O  5.8336  4.9151  23.1163
O  5.5281  9.9789  23.5148
O  2.4459  8.7017  23.028
O  0.1878  10.0681  23.0877
O  7.7898  8.5725  23.0728
Si  8.6624  7.699  18.4446
Si  8.7856  6.3536  13.6374
Si  3.8003  1.5378  14.7486
Si  2.1393  5.7514  17.6307
Si  2.4162  3.1449  19.4879
Si  9.8172  9.021  12.08
Si  1.3317  9.4247  22.0733
Si  9.1788  0.9527  13.1911
Si  1.4238  5.0542  13.0376
Si  1.7975  8.2541  12.8272
Si  6.6492  9.5513  22.425
Si  4.5289  4.602  15.7156
Si  8.217  3.0312  9.5963
Si  0.8439  8.2475  19.2634
Si  6.9493  1.35  21.0935
Si  8.2267  8.3147  9.681
Si  10.8891  5.2101  15.6158
Si  7.5732  9.5017  16.3243
Si  9.9295  2.055  20.2955
Si  3.223  8.5185  9.9296
Si  6.6981  3.3451  17.4085
Si  1.1674  0.2121  19.8021
Si  3.2325  2.8112  12.314
Si  7.2231  5.3924  19.6823
Si  5.7495  8.6739  11.5558
Si  5.7817  6.0747  13.2067
Si  4.6365  9.7038  17.6287
Si  1.0205  3.5959  22.1671
Si  4.8976  1.4843  18.801
Si  3.1799  3.0759  9.5373
Si  6.4575  10.8217  13.7993
Si  10.3532  0.1161  15.9711
Si  5.6471  3.6696  11.1518
Si  9.8489  3.8949  11.9191
Si  2.3465  9.9222  15.5556
Si  6.0779  8.1176  19.8015
Si  6.9387  3.9744  22.3719
Si  9.7539  2.7785  17.3629
O  7.1943  6.376  13.9729
O  1.885  7.0611  18.6797
O  10.285  4.0473  16.535
O  6.1677  9.9598  17.0551
O  10.1533  0.683  14.4575
O  8.4503  6.1158  18.8567
O  5.1793  0.6906  14.4379
O  5.7183  2.0536  17.5206
O  8.3463  1.9396  20.5554
O  1.989  4.3003  18.4014
O  6.9491  2.8237  10.6141
O  4.8676  2.7063  12.2067
O  6.0325  4.3937  16.3476
O  4.544  3.9259  9.9278
O  10.6872  2.7743  21.5547
O  9.7255  6.167  14.9691
O  6.0108  6.482  19.8393
O  4.0834  0.1695  18.2825
O  9.2572  10.5435  12.257
O  2.8548  4.3543  12.7157
O  1.9114  10.709  21.2135
O  3.9936  2.7247  19.3791
O  0.7331  10.0407  15.9666
O  1.2806  9.8048  18.8388
O  1.7107  1.6667  19.2708
O  8.9426  10.3962  16.5019
O  4.8762  8.5797  18.7945
O  9.5847  8.7273  10.4802
O  6.7543  4.0827  18.8571
O  2.8478  1.7115  13.4172
O  5.827  8.7666  21.2682
O  2.5318  2.4423  10.8896
O  7.6222  4.8488  21.1728
O  5.2087  7.4821  12.5572
O  0.4334  9.0604  12.4991
O  7.5881  1.056  13.5689
O  7.1164  9.636  14.7485
O  8.9753  5.0181  12.7087
O  8.0985  8.0394  16.9151
O  6.2166  2.5754  21.9081
O  2.4609  9.0698  14.1131
O  0.4283  4.4924  11.8686
O  0.818  8.318  20.938
O  9.3928  3.8382  10.3565
O  9.6633  2.3748  12.5231
O  7.6217  8.5615  19.3962
O  2.5529  8.1728  11.3695
O  3.9797  3.0602  15.3787
O  0.8293  4.4887  14.4436
O  10.0483  2.9932  18.956
O  9.1405  7.7952  12.9365
O  10.5134  0.5355  20.0758
O  6.0201  5.0512  11.928
O  8.1549  2.741  17.0074
O  3.5375  5.4821  16.7312
O  4.6735  9.1378  10.3866
O  1.5429  6.6745  13.186
O  4.7584  5.4899  14.3455
O  2.0476  3.8557  20.9209
O  10.5559  1.4198  16.9337
O  0.953  6.0782  16.5527
O  7.3295  10.9511  21.9423
O  5.9308  0.9148  19.9194
O  6.072  10.0299  12.4103
O  2.8535  0.5435  15.6136
O  7.0487  8.0153  10.7719
O  10.2476  8.0191  18.6913
O  3.4486  9.1927  16.5819

Results
free energy: -137633.765 eV
free energy less fixed offsets of O -568.88, P -755.39, Si -635.61 eV per atom: -5.285 eV

Forces (eV/angstrom), in the order of the atoms: element, x, y, z
Si  -0.032  0.0029  0.0737
Si  0.0025  0.0126  0.0314
Si  0.0243  -0.0058  0.071
Si  0.0051  -0.0077  0.0501
Si  0.0101  0.0268  0.0592
Si  -0.0209  -0.0043  0.0735
Si  -0.003  -0.0291  0.0501
Si  0.0183  -0.0015  0.082
Si  0.0106  0.0076  -0.0567
Si  -0.0192  -0.0024  -0.0294
Si  0.002  -0.0019  -0.03
Si  -0.0162  -0.0163  -0.0372
Si  -0.0229  -0.0014  -0.0267
Si  -0.0018  -0.0033  -0.0533
Si  0.0049  0.0247  -0.0425
Si  -0.0103  -0.0088  -0.0352
Si  0.0064  -0.0085  -0.0044
Si  0.046  0.0227  -0.0015
Si  -0.019  -0.0015  0.0054
Si  -0.0146  -0.0116  0.0044
Si  0.0215  0.0245  0.0103
Si  0.0078  0.002  0.029
Si  0.017  0.0065  0.0092
Si  -0.0018  -0.009  0.0169
Si  0.0294  0.0256  -0.0195
Si  -0.0176  -0.034  -0.0147
Si  0.0448  -0.0183  0.03
Si  0.0018  -0.0041  0.0112
Si  -0.0048  -0.0475  -0.0209
Si  0.0075  -0.0131  -0.0267
Si  -0.0453  -0.0417  0.0666
Si  0.003  -0.0114  0.0326
Si  0.0159  -0.0227  -0.0193
Si  0.001  -0.0095  0.0013
Si  -0.0187  0.0389  0.0026
Si  -0.0165  0.0203  -0.0001
Si  -0.0314  -0.0021  0.0054
Si  0.0021  -0.0094  -0.0016
Si  -0.0308  0.0444  -0.0168
Si  -0.0094  0.0173  0.0106
Si  -0.0054  -0.0044  0.0072
Si  0.0133  -0.0029  0.0027
Si  -0.0003  -0.008  -0.0007
Si  0.0077  0.0029  0.003
Si  0.0186  -0.0052  0.0018
Si  0.0005  0.0037  0.0028
Si  0.0078  -0.013  0.0036
Si  -0.0004  0.0084  -0.0028
Si  -0.0192  0.0023  -0.0005
Si  0.009  0.0005  0.0027
Si  0.0023  0.0021  0.0015
Si  0.0037  0.0227  -0.0006
Si  -0.0116  0.0006  0.0044
Si  0.0015  0.0038  0.0039
Si  -0.0279  -0.0076  0.0039
Si  -0.0021  0.0038  -0.0037
Si  0.0009  -0.0071  0.0067
Si  -0.0157  0.0087  0.0103
Si  0.0163  -0.0182  0.0132
Si  0.0193  -0.0158  0.0068
Si  0.0119  -0.0183  0.0229
Si  -0.002  -0.0072  0.0089
Si  0.0276  -0.0055  0.0212
Si  0.0408  -0.0389  0.0177
Si  -0.0154  0.0076  0.025
Si  -0.0009  0.0077  0.0554
Si  -0.0499  0.0186  -0.0203
Si  0.0763  0.0683  0.0338
Si  0.0223  0.0173  0.0791
Si  -0.026  0.0282  -0.0021
Si  -0.0124  -0.0065  -0.0008
Si  0.0197  0.0814  -0.0355
Si  -0.0133  0.0127  0.0442
Si  -0.0182  -0.032  0.0169
Si  0.0018  0.0196  0.0391
P  -0.0412  -0.0776  -0.0471
Si  -0.0449  0.0079  0.0163
Si  0.0159  -0.0688  0.0991
Si  -0.0017  0.0313  0.0108
Si  -0.0089  -0.0178  0.0016
Si  -0.004  -0.0027  0.0266
Si  0.0201  -0.0029  -0.021
Si  0.0056  0.0637  -0.0451
Si  -0.005  0.0067  0.0081
Si  -0.0259  0.0115  -0.0306
Si  -0.008  0.0391  -0.0107
Si  0.0318  -0.0088  0.01
Si  0.0111  -0.0124  -0.0052
Si  -0.0517  -0.0084  -0.1068
Si  0.0404  -0.0257  -0.0894
Si  -0.1244  0.0428  -0.1959
Si  0.0531  0.0146  -0.1126
Si  0.0347  -0.0391  -0.0875
Si  0.043  -0.0476  -0.1769
Si  -0.0493  -0.0194  -0.191
Si  -0.0299  0.0018  -0.0855
O  0.0242  0.004  0.012
O  0.0166  0.0152  0.0142
O  -0.0045  0.003  0.0163
O  -0.0102  0.0086  0.0111
O  0.0265  -0.0492  0.0505
O  0.0372  0.0063  0.0132
O  -0.0044  0.0462  0.0324
O  0.0035  0.0111  -0.0121
O  0.0206  -0.0382  0.076
O  -0.0689  0.0694  0.0935
O  0.0902  -0.0605  0.1225
O  -0.064  0.0455  0.0659
O  0.0293  -0.0306  0.0597
O  -0.0265  0.0792  0.0892
O  -0.0424  0.0609  0.0834
O  0.1147  -0.0723  0.1138
O  -0.0396  0.0369  -0.0363
O  0.0359  -0.0626  -0.052
O  -0.049  0.0292  -0.0555
O  0.0487  -0.0441  -0.0488
O  0.0298  -0.0321  -0.0277
O  -0.0418  0.0415  -0.0529
O  0.0478  -0.0378  -0.058
O  -0.054  0.0481  -0.0549
Si  -0.0003  -0.0018  -0.0152
Si  -0.0041  0.0037  0.0429
Si  0.0001  -0.0018  0.0289
Si  -0.0079  -0.0034  -0.0039
Si  -0.0124  0.0051  -0.013
Si  0.0056  -0.0028  0.0302
Si  0.0085  -0.0034  0.0362
Si  0.002  -0.0003  0.0467
Si  0.0036  0.006  0.052
Si  0.006  0.0029  0.0278
Si  0.0145  -0.0193  0.0195
Si  0.0043  0.0074  0.0203
Si  0.0163  -0.0083  -0.0658
Si  0.0009  0.0109  -0.0094
Si  0.0066  -0.0035  -0.0256
Si  0.0093  -0.0147  -0.0514
Si  -0.0003  0.0022  0.0182
Si  -0.001  -0.0088  0.011
Si  -0.0012  0.0007  -0.0195
Si  -0.0386  0.0125  -0.077
Si  0.0025  0.0035  0.0013
Si  0.0027  -0.0087  -0.0223
Si  0.0015  -0.0141  0.038
Si  0.0029  -0.0086  -0.0128
Si  -0.0002  -0.0015  0.0241
Si  0.0016  0.0028  0.0413
Si  -0.0005  -0.0079  -0.0012
Si  -0.0005  0.0332  0.042
Si  0.005  -0.0015  -0.0105
Si  -0.0259  -0.0526  -0.0796
Si  -0.0007  -0.0051  0.033
Si  0.003  0.0066  0.0082
Si  0.0053  -0.0069  0.0366
Si  -0.0132  -0.0038  0.0282
Si  -0.001  -0.0067  0.012
Si  -0.0026  0.0079  -0.0144
Si  -0.0033  0.0186  0.0225
Si  0.0008  -0.0001  0.0065
O  0.0046  -0.0004  -0.0194
O  0.0065  -0.0137  0.0092
O  -0.0017  0.0012  -0.0046
O  0.0087  -0.0036  -0.0056
O  0.0035  -0.0044  -0.0123
O  0.0032  0.0054  0.0128
O  -0.0021  0.0024  -0.0163
O  0.0035  0.0031  -0.0005
O  0.0108  0.0013  0.0204
O  0.0043  0.0152  0.0021
O  -0.0377  0.0048  0.0025
O  -0.0088  -0.0014  -0.0201
O  -0.0031  0.0015  -0.0088
O  0.0235  0.0078  0.0062
O  -0.019  -0.023  -0.0017
O  0.0049  -0.0024  -0.0108
O  0.0002  -0.0003  0.0193
O  0.0006  -0.0039  0.0085
O  -0.001  0.0127  -0.0245
O  -0.0061  0.0068  -0.0304
O  -0.0018  0.019  -0.0059
O  0.0062  -0.0058  0.0171
O  0.0013  0.0008  -0.0066
O  0.0003  -0.0022  0.0062
O  0.0037  0.0006  0.0165
O  -0.0011  -0.0021  -0.0019
O  -0.0057  0.0059  0.0025
O  0.0161  0.0104  0.0129
O  -0.0019  -0.0115  0.0007
O  0.0019  -0.002  -0.0166
O  -0.0116  -0.0206  -0.0165
O  0.0003  -0.0015  0.0091
O  0.0071  0.0199  -0.0174
O  0.0013  -0.0094  -0.0191
O  0.0015  -0.0004  -0.0217
O  0  -0.0017  -0.0238
O  0.0008  0.0001  -0.0098
O  -0.0002  0.0086  -0.0164
O  -0.0057  0.0094  -0.0072
O  -0.0017  -0.0223  0.0113
O  0.0016  0.0064  -0.0089
O  0.0103  0.0034  -0.0222
O  -0.0082  -0.017  -0.016
O  0.0208  0.0135  0.0157
O  0.0022  -0.0073  -0.0261
O  0.0114  -0.0025  0.0155
O  -0.0254  -0.0063  0.0395
O  -0.0006  -0.0022  -0.0122
O  -0.0036  -0.0041  -0.0147
O  -0.0007  0.0054  -0.0073
O  -0.001  -0.0094  -0.0186
O  0.0045  -0.0038  0.0202
O  -0.0012  0.0139  -0.0179
O  -0.0004  0.0004  0.0001
O  0.0023  -0.0012  -0.0008
O  0.0297  0.0034  0.003
O  -0.0049  -0.0102  -0.0284
O  -0.0013  -0.0042  -0.0157
O  0.0211  -0.009  -0.0187
O  0.0007  -0.0052  -0.0023
O  -0.002  -0.0017  -0.0046
O  0.0022  0.0242  0.0102
O  -0.0227  -0.0034  -0.001
O  0.0059  0.019  -0.0131
O  -0.0005  0.0003  -0.0057
O  -0.0331  -0.0014  0.0058
O  -0.0074  -0.0039  0.0131
O  -0.0003  0.004  -0.0074

The program warned: the cutoff lies below the one the program advises for these potential files; the forces do not sum to zero within the program's tolerance; the exchange-correlation potential is rough where the density is thin.
